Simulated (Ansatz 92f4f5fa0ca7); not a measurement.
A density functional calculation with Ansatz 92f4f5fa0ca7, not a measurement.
Periodic cell of 215 atoms, Si132O82P1, from a study of silicon, its oxide and their interface. The atomic structure is a simulated model.
Doubt: the cutoff is far below the 930 eV that the study's wrapper takes by default for these files, so forces and energies are approximate.
This geometry differs little from another in the collection (a relaxation step or a small displacement).

Settings: functional PBE; potential files Ansatz PAW; basis plane waves; wave-function cutoff 580 eV; density cutoff ratio 5; exchange-correlation grid ratio 1; k mesh 1 x 1 x 1, Gamma-centred; self-consistency stop 5e-08 eV per atom in the density residual; occupations fixed; spin none; net charge +1 e, with a uniform compensating background and no finite-size correction.

Cell vectors (angstrom)
a 10.938 0 0
b 0 10.938 0
c 0 0 31.5432

Atoms and the computed forces on them: element, x, y, z (angstrom), force x, y, z (eV/angstrom)
Si 10.434 0.5765 24.3463 -0.0052 -0.0002 -0.0242
Si 6.0449 10.5025 24.1592 -0.0041 -0.0065 -0.0139
Si 2.1284 3.2488 24.0874 -0.0047 0.0046 -0.0274
Si 8.702 2.2587 24.314 -0.0008 0.0007 -0.0212
Si 0.4999 5.0563 24.1721 -0.0027 -0.0014 -0.0219
Si 5.0516 5.8942 24.1988 -0.0023 -0.0098 -0.0295
Si 3.3955 7.6503 24.1667 0.0047 0.001 -0.0228
Si 7.832 8.8278 24.001 -0.0023 0.0067 -0.0249
Si 1.3435 1.4797 25.4604 -0.0124 0.006 0.011
Si 6.9201 1.3011 25.5078 0.0107 -0.0094 0.0178
Si 4.0256 4.1016 25.3306 -0.0036 0.0002 0.0059
Si 9.6681 4.0956 25.4292 0.0068 -0.0079 0.0105
Si 1.4995 6.8149 25.3782 0.0037 -0.0043 0.0054
Si 6.8972 6.9462 25.2452 -0.0016 0.0023 -0.0005
Si 4.2313 9.5296 25.3533 0.0081 -0.0021 -0.0018
Si 9.5304 9.6424 25.4431 -0.01 0.004 0.0147
Si 2.7789 0.0047 26.6474 0.0025 0.0013 0.001
Si 8.2248 -0.0279 26.9538 0.0077 0.0046 -0.0489
Si 0.0169 2.7659 26.9265 0.0016 0.0058 -0.0507
Si 5.4484 2.7357 26.6702 0.0012 0.0021 0.0057
Si 2.759 5.436 26.8468 0.0036 0.003 -0.0362
Si 8.2245 5.5229 26.6333 0.0055 -0.0017 0.0023
Si 0.0426 8.2117 26.6574 0.0009 0.0061 0.0065
Si 5.5563 8.1941 26.8022 -0.0004 0.0038 -0.0332
Si 4.1086 1.3656 28.0754 0.0032 0.0009 0.0007
Si 9.5948 1.3694 28.2437 0.0033 -0.0007 0.0451
Si 1.3919 4.1183 28.2412 0.0128 0.0029 0.0386
Si 6.8366 4.1345 28.0289 0.0008 -0.0051 -0.007
Si 4.1604 6.8196 28.1454 0.0058 0.0011 0.0378
Si 9.5975 6.8503 28.0554 0.0017 0.002 0.0009
Si 1.3959 9.5896 28.055 -0.0048 -0.0038 -0.0003
Si 6.8498 9.5346 28.243 -0.0055 -0.0087 0.0391
Si 0.0494 -0.0205 29.5364 0.0093 -0.0099 -0.0009
Si 5.448 0.0107 29.4952 -0.0124 0.0131 -0.011
Si 2.769 2.7074 29.5303 0.0088 -0.0074 -0.007
Si 8.1736 2.7707 29.4806 -0.0068 0.0145 -0.0075
Si -0.0154 5.5047 29.5014 -0.0134 0.0082 -0.0094
Si 5.5083 5.4498 29.511 0.0131 -0.0094 -0.0038
Si 2.7563 8.2118 29.4518 -0.0164 0.0246 -0.0108
Si 8.2549 8.1618 29.5345 0.0085 -0.0075 -0.0012
Si 1.3977 1.3561 30.9136 -0.0135 0.0084 0.0089
Si 6.8153 1.3815 30.8412 0.0149 -0.0134 -0.0039
Si 4.1306 4.0846 30.8893 -0.0108 0.0106 0.0011
Si 9.5518 4.1232 30.8467 0.004 -0.0162 -0.0015
Si 1.3747 6.8619 30.8329 0.0221 -0.0107 -0.0038
Si 6.8728 6.8031 30.9009 -0.0133 0.0048 0.005
Si 4.0948 9.5766 30.8519 0.0109 -0.0297 0
Si 9.6034 9.5472 30.902 -0.0024 0.0156 0.0022
Si 2.7544 -0.0323 0.7275 0.0003 0.0088 -0.0098
Si 8.1735 0.0018 0.6652 -0.0066 0.0053 -0.0017
Si -0.0287 2.7545 0.6763 0.0095 0.0038 0.0011
Si 5.4836 2.7086 0.7196 -0.0046 0.0065 -0.0062
Si 2.717 5.4801 0.6649 -0.0038 -0.0098 0.004
Si 8.2211 5.4306 0.7398 0.0086 0.0058 -0.0023
Si 0.0407 8.177 0.7206 -0.0132 0.0003 -0.0091
Si 5.4719 8.2096 0.6728 0.0057 0.0303 0.0047
Si 4.1246 1.3312 2.0827 0.0023 -0.0073 0.0201
Si 9.5157 1.3855 2.0225 0.024 -0.025 -0.0056
Si 1.3252 4.1379 2.0538 -0.0078 0.0013 0.0073
Si 6.8513 4.0519 2.0943 -0.002 -0.006 0.0061
Si 4.0807 6.8556 2.0245 0.0084 0.0027 -0.0039
Si 9.6149 6.7964 2.0787 -0.0044 -0.0082 0.0043
Si 1.3907 9.541 2.0929 0.0065 0.0027 0.0046
Si 6.8268 9.5713 2.0752 -0.0143 -0.0484 0.001
Si -0.0542 -0.0077 3.3256 -0.0304 0.0274 -0.0102
Si 5.4627 -0.0246 3.521 0.0106 -0.0254 0.0005
Si 2.7074 2.7306 3.3408 -0.0514 0.003 -0.0349
Si 8.1892 2.6792 3.515 0.0075 -0.0037 -0.005
Si -0.0159 5.4647 3.5496 0.0499 -0.0109 0.0105
Si 5.4513 5.4742 3.3368 -0.0183 0.0206 -0.0331
Si 2.7534 8.1841 3.4996 0.0098 -0.0122 -0.0159
Si 8.2315 8.1668 3.3851 0.016 0.1377 -0.0024
Si 1.2636 1.3837 4.65 0.0262 -0.0082 0.0166
Si 6.8466 1.2922 4.9344 -0.0104 -0.0107 0.0043
Si 4.0613 4.1222 4.653 0.0011 -0.01 0.0672
Si 9.5264 4.0566 4.9103 -0.0002 0.0162 -0.0057
Si 1.3984 6.8575 4.9276 -0.0456 -0.0009 -0.0109
Si 6.837 6.8009 4.6921 -0.0151 -0.0275 0.0501
Si 4.1044 9.5279 4.9255 0.0209 -0.0087 -0.0495
Si 9.5795 9.5838 4.7507 -0.0386 -0.1485 -0.0306
Si 2.5995 0.0535 6.0737 0.0075 0.1462 0.0545
Si 8.2165 -0.1646 6.291 -0.0129 -0.0106 -0.0635
Si -0.0071 2.6655 6.206 0.0095 -0.0408 -0.0603
Si 5.3675 2.7488 6.0652 -0.002 0.0607 0.0314
Si 2.7671 5.4188 6.1891 0.0103 0.0035 -0.0316
Si 8.0979 5.4343 6.1855 -0.0054 0.024 0.0057
Si -0.0058 8.2818 6.2368 -0.0133 0.2865 -0.1185
Si 5.5736 8.1354 6.1872 0.0084 -0.0154 -0.0195
Si 3.4564 1.9511 7.1913 0.0392 -0.0681 -0.0498
Si 9.9963 0.8552 7.4469 -0.0555 0.092 0.1896
Si 1.7603 3.6569 7.3866 -0.019 0.0328 0.0884
Si 6.2149 4.497 7.3945 -0.0187 -0.0066 0.0023
Si 4.6623 6.2921 7.2898 0.0343 -0.0374 0.0239
Si 9.1634 7.1787 7.362 0.004 -0.0391 -0.002
P 0.8715 10.2157 7.4387 -0.0429 -0.4514 0.0704
Si 7.4134 8.8623 7.5254 0.0124 0.017 0.047
O 4.6355 6.5823 8.9223 -0.0442 0.0361 -0.018
O 1.3322 3.9416 8.9688 0.0049 -0.0057 -0.075
O 9.756 6.5 8.7509 -0.0157 0.0169 -0.0614
O 1.241 10.1322 9.0316 0.1656 0.0532 0.2198
O 6.0657 4.1787 9.0268 0.0147 -0.0219 -0.0292
O 3.7315 1.5817 8.7555 0.0045 0.0221 -0.0093
O 7.1592 8.9282 9.1724 0.0065 0.0002 -0.0473
O 9.6985 1.0141 9.0676 0.0146 -0.0061 -0.1758
O 8.2451 2.5397 22.7563 0.0013 -0.0009 0.0567
O 10.9943 5.5541 22.656 0.0024 -0.0032 0.0516
O 5.6302 0.0931 22.6539 0.001 0.0007 0.0479
O 5.2803 5.3971 22.6367 0.0007 0.002 0.0502
O 2.1432 2.8113 22.4837 0.0036 0.0001 0.0423
O 3.3281 7.8572 22.5182 0.0033 0.0012 0.0477
O 8.3815 8.7474 22.4259 -0.0016 -0.0008 0.0423
O -0.1743 11.2404 22.7599 0.0022 0.0033 0.048
Si 2.17 2.9888 12.8965 0.0055 -0.0042 0.1392
Si 8.707 1.2826 10.3473 -0.0193 0.0062 0.1322
Si 1.0697 4.5165 15.3522 -0.002 0.0009 0.0813
Si 7.5242 5.5519 12.1955 0.0054 0.0129 0.118
Si 2.4095 8.1885 21.2187 -0.0129 -0.0015 -0.0646
Si 5.381 7.7908 12.4755 0.0053 -0.0086 0.1271
Si 9.2775 0.4676 15.485 0.0045 0.0078 0.0764
Si 2.9195 -0.0285 16.668 -0.0034 0.0003 0.05
Si 10.4843 1.1726 12.5916 0.0014 0.0061 0.142
Si 7.7619 2.8357 21.2438 -0.0007 -0.0003 -0.0764
Si 9.143 8.7984 14.4503 -0.0035 -0.0158 0.0954
Si 1.4608 4.7768 10.3695 0.0213 -0.0239 0.0969
Si 4.4792 9.4933 19.1474 0.0065 -0.0009 -0.0092
Si 11.0703 6.1023 21.123 0.0043 0.0084 -0.0689
Si 6.624 10.4532 14.8472 0.0016 0.0037 0.0701
Si 5.3868 0.7366 21.1865 0.0003 0 -0.0732
Si 2.3185 9.7778 10.2887 -0.0655 0.1707 -0.0512
Si 0.4273 10.6377 21.3949 0.0071 -0.0066 -0.069
Si 5.8479 5.2561 21.1289 0.0076 0.0073 -0.0618
Si 3.6188 7.0878 10.0653 0.026 0.0192 0.1189
Si 9.044 5.6925 14.8393 0.0073 -0.0043 0.0974
Si 3.6572 4.082 19.0924 -0.0031 -0.0051 -0.003
Si 10.0258 3.6691 19.3263 -0.0041 0.0071 -0.013
Si 4.2657 8.6758 15.3826 -0.0223 0.0082 0.0782
Si 0.4612 1.9345 17.1608 0.0019 -0.0041 0.0307
Si 6.7884 7.5422 19.2594 0.0014 0.0055 -0.0169
Si 5.2561 3.6323 16.7404 -0.0042 0.0069 0.0451
Si 7.783 5.0271 17.5334 0.0038 0.0083 0.0341
Si 6.6812 9.8979 10.3958 -0.0234 0.0024 0.1093
Si 4.394 1.0106 10.0951 -0.0582 -0.0167 0.0796
Si -0.0545 9.0975 11.8675 -0.0434 -0.0001 0.143
Si 9.1 8.6353 20.9486 0.009 0.0004 -0.0607
Si 4.5626 1.6729 14.583 -0.0033 -0.005 0.0876
Si 2.4439 2.0865 21.052 0.0013 -0.009 -0.0545
Si 6.3479 3.2893 10.3643 0.0251 0.0141 0.0794
Si 3.4271 5.9251 16.7382 -0.0027 -0.009 0.0349
Si 9.8628 6.5292 10.3704 -0.0151 0.0021 0.1252
O 0.1146 2.6321 18.5911 0.0078 -0.0076 -0.003
O 2.9338 9.6412 15.5943 0.0062 -0.0108 -0.0289
O 10.8586 4.8089 20.1536 -0.0011 -0.0036 0.0174
O 7.5951 2.3617 9.8832 0.0136 -0.0054 -0.0369
O 10.9327 5.3681 10.8435 0.0015 0.0068 -0.0452
O 6.522 6.681 12.8208 -0.0005 -0.004 -0.0529
O 10.2604 8.0773 10.7568 0.0118 0.0003 -0.0263
O 7.6722 9.4597 13.9953 -0.0013 -0.0059 -0.0423
O 8.3943 6.1962 10.9772 0.0224 -0.0093 -0.06
O 5.3539 10.4903 20.085 -0.0024 -0.0021 0.0194
O 2.1862 3.7645 11.4407 -0.0096 0.0164 -0.084
O 7.9698 8.5543 19.7707 -0.0017 -0.0017 0.0148
O 6.2009 6.7351 20.5559 -0.0018 -0.003 0.0225
O 5.5163 2.724 15.4092 -0.0041 -0.0128 -0.0407
O 1.3032 0.9288 20.709 -0.002 0.0029 0.0273
O 6.0618 9.0463 11.646 0.0107 0.0205 -0.0809
O 4.6044 4.991 16.1072 0.0002 0.0003 -0.0193
O 6.5928 3.9199 17.6324 -0.0031 -0.0044 -0.0086
O 10.5648 10.6891 11.7811 -0.0169 -0.0258 -0.0449
O 5.5854 0.5005 13.9914 0.0043 0.0006 -0.0409
O 8.0227 5.1182 15.9392 0.0106 0.002 -0.0512
O 9.7499 9.8297 15.5704 -0.0074 -0.0085 -0.0432
O -0.3974 5.148 15.1116 -0.0098 -0.0037 -0.0344
O 1.5654 6.8424 20.8107 0.0026 -0.0006 0.0275
O 1.5061 0.6522 17.1822 0.0042 -0.0005 -0.0101
O 6.5918 1.7762 20.8204 0.0026 0.0021 0.031
O 1.0237 1.8141 12.8235 -0.0088 -0.0103 -0.0529
O 3.2359 5.4939 18.3271 0.0021 0.0084 -0.0078
O 9.5448 2.0164 11.5514 -0.0133 -0.0116 -0.0675
O 1.0309 3.1224 16.1972 0.0002 0.0136 -0.0291
O 8.56 5.1455 13.382 -0.0126 -0.0043 -0.0595
O 10.2885 8.6055 13.2917 0.0321 0.0141 -0.0978
O 1.4418 9.4044 21.702 0.0009 0.0004 0.0253
O 10.0785 9.9365 20.6178 -0.002 0.0009 0.0284
O 3.1512 0.1643 10.8044 0.0473 0.0154 -0.0802
O 5.0962 2.3057 10.8285 -0.0106 -0.0053 -0.046
O 1.7568 4.1651 13.9269 0.0061 -0.0078 -0.0598
O 7.9423 10.8464 10.8472 -0.006 0.0056 -0.0486
O 9.1316 4.4783 18.2357 -0.0097 0.0031 -0.0051
O 5.6492 9.5058 15.779 0.0075 -0.0022 -0.0266
O 5.5407 -0.0781 9.7465 0.0062 -0.0147 -0.047
O 3.6039 2.3129 13.3902 -0.0127 0.007 -0.059
O 1.9706 5.6757 16.0511 -0.0076 -0.0082 -0.0278
O 9.7148 1.0492 14.0148 0.021 -0.0008 -0.0781
O 4.2907 7.0437 11.5306 -0.0484 0.0009 -0.1102
O 4.7548 4.4884 20.2147 -0.0038 0.0006 0.0188
O 9.9664 1.3643 16.626 -0.0151 -0.0131 -0.0246
O 6.6959 4.2551 11.6348 -0.0118 -0.0198 -0.0626
O 5.5774 8.4132 18.5898 -0.0024 0.0011 0.0022
O 9.0672 2.7418 20.2719 0.0029 0.0017 0.0187
O 3.6069 1.1416 15.7822 0.0098 0.0083 -0.0351
O 4.2185 3.079 17.9025 0.0082 0.0006 -0.0132
O 9.9099 7.2199 20.9015 0.002 -0.0009 0.028
O 3.2714 8.6362 9.644 0.0472 -0.0657 -0.0201
O 3.9434 7.4337 16.3942 0.0052 0.0094 -0.0265
O 7.6447 0.4918 15.6888 -0.0008 -0.0088 -0.0241
O 8.9433 7.3085 15.0221 -0.0014 0.0174 -0.0432
O 3.9279 1.4415 21.1692 0.0041 0.0035 0.0282
O 1.5667 9.1045 11.5769 -0.0401 -0.0324 -0.0562
O 2.3172 6.1321 10.0872 0.0089 0.0002 -0.0328
O 7.3465 6.4718 18.1571 0.0033 -0.0138 -0.0081
O 7.215 4.3692 21.1368 -0.0026 -0.0036 0.0289
O 4.5521 8.2397 13.8172 0.011 -0.013 -0.0792
O 3.3231 8.6746 19.967 0.0047 0.0006 0.0159
O 2.4937 3.2345 19.8746 0.0022 0.0069 0.0133
O 3.7453 10.3792 17.9811 -0.0104 0.0051 -0.0213

Results
free energy: -131309.759 eV
free energy less fixed offsets of O -568.88, P -755.39, Si -635.61 eV per atom: -5.689 eV

The program warned: the cutoff lies below the one the program advises for these potential files; the exchange-correlation potential is rough where the density is thin.
